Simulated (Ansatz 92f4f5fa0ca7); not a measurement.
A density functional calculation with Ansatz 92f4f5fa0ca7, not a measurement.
Periodic cell of 422 atoms, Si266O156, from a study of silicon, its oxide and their interface. The atomic structure is a simulated model.
Doubt: the cutoff is far below the 930 eV that the study's wrapper takes by default for these files, so forces and energies are approximate.

Settings: functional PBE; potential files Ansatz PAW; basis plane waves; wave-function cutoff 580 eV; density cutoff ratio 5; exchange-correlation grid ratio 1; k mesh 1 x 1 x 1, Gamma-centred; self-consistency stop 5e-08 eV per atom in the density residual; occupations fixed; spin none; net charge 0.

Cell vectors (angstrom)
a 15.4687 0 0
b 0 12.8259 0
c 0 0 36.5515

Atoms and the computed forces on them: element, x, y, z (angstrom), force x, y, z (eV/angstrom)
Si -0.017 1.173 33.869 0.011 -0.014 -0.047
Si 3.861 1.167 33.879 -0.005 0.002 -0.041
Si 7.703 1.17 33.885 0.027 0.003 -0.013
Si 11.612 1.173 33.885 0.004 -0.014 -0.048
Si 1.934 7.581 33.908 0.014 -0.011 -0.074
Si 5.792 7.584 33.879 0.009 -0.038 -0.041
Si 9.676 7.584 33.902 -0.015 -0.046 -0.068
Si 13.526 7.588 33.88 0.017 -0.06 -0.068
Si 1.934 5.247 34.285 0.106 -0.043 -0.063
Si 5.801 5.247 34.285 -0.029 0.024 -0.218
Si 9.668 5.247 34.285 -0.077 0.054 0.057
Si 13.535 5.247 34.285 0.025 0.088 0.004
Si 0 11.66 34.285 0.003 0.12 -0.107
Si 3.867 11.66 34.285 0.059 -0.036 -0.188
Si 7.734 11.66 34.285 0.016 0.09 -0.092
Si 11.602 11.66 34.285 -0.03 0.107 -0.147
Si 0 4.664 35.521 0.002 -0.023 -0.025
Si 3.867 4.664 35.521 -0.021 0.001 -0.01
Si 7.734 4.664 35.521 0.007 -0.012 -0.019
Si 11.602 4.664 35.521 0.001 -0.045 -0.03
Si 1.934 11.077 35.521 0.011 -0.025 -0.052
Si 5.801 11.077 35.521 -0.025 -0.04 -0.036
Si 9.668 11.077 35.521 -0.003 -0.005 -0.026
Si 13.535 11.077 35.521 0.022 -0.046 -0.047
Si 0 2.332 35.934 -0.059 0.021 0.002
Si 3.867 2.332 35.934 0.007 -0.003 0.04
Si 7.734 2.332 35.934 -0.083 0.044 0.116
Si 11.602 2.332 35.934 0.064 0.045 0.115
Si 1.934 8.745 35.934 0.033 0.08 0.255
Si 5.801 8.745 35.934 -0.06 0.013 0.066
Si 9.668 8.745 35.934 0.023 0.069 0.22
Si 13.535 8.745 35.934 -0.029 0.026 0.095
Si 1.934 1.749 0.619 0.023 -0.005 -0.032
Si 5.801 1.749 0.619 -0.036 0.024 0.015
Si 9.668 1.749 0.619 0.008 -0.026 -0.028
Si 13.535 1.749 0.619 0.008 0.026 0.011
Si 0 8.162 0.619 0.011 -0.005 0.006
Si 3.867 8.162 0.619 0.019 0.033 0.023
Si 7.734 8.162 0.619 -0.009 0.002 -0.009
Si 11.602 8.162 0.619 -0.01 0.03 0.021
Si 0 5.83 1.031 0 -0.018 -0.017
Si 3.867 5.83 1.031 0.022 0.008 0.023
Si 7.734 5.83 1.031 -0.018 -0.004 0.006
Si 11.602 5.83 1.031 -0.001 0.032 0.036
Si 1.934 12.243 1.031 -0.001 0.011 0.007
Si 5.801 12.243 1.031 0.013 0.004 -0.01
Si 9.668 12.243 1.031 0.007 0.015 0.027
Si 13.535 12.243 1.031 -0.022 0.031 0.025
Si 1.934 5.247 2.268 0.003 0.006 0.034
Si 5.801 5.247 2.268 -0.026 -0.008 0.05
Si 9.668 5.247 2.268 -0.084 -0.063 -0.081
Si 13.535 5.247 2.268 0.111 -0.04 -0.099
Si 0 11.66 2.268 0.115 -0.022 -0.011
Si 3.867 11.66 2.268 0 -0.018 0.035
Si 7.734 11.66 2.268 -0.092 -0.015 -0.096
Si 11.602 11.66 2.268 0.048 -0.027 -0.082
Si 1.934 2.915 2.68 -0.03 -0.03 0.009
Si 5.801 2.915 2.68 0.037 -0.027 -0.01
Si 9.668 2.915 2.68 -0.009 0.005 0.023
Si 13.535 2.915 2.68 -0.002 -0.037 0.006
Si 0 9.328 2.68 -0.003 0.047 0.052
Si 3.867 9.328 2.68 -0.015 0.029 0.027
Si 7.734 9.328 2.68 0.014 0.003 0.039
Si 11.602 9.328 2.68 0.002 0.016 0.049
Si 0.2 0.033 27.187 -0.269 0.634 -0.053
Si 3.409 -0.075 27.207 0.074 0.453 0.155
Si 8.01 -0.256 26.571 -0.033 0.331 -0.187
Si 11.055 0.104 26.42 0.22 -0.017 0.214
Si 1.805 6.753 27.121 0.05 0.312 0.35
Si 6.277 6.491 26.633 0.157 0.093 0.198
Si 9.403 6.323 27.317 -0.017 0.467 0.119
Si 14.223 6.448 26.628 0 -0.001 0.079
Si 1.942 3.734 27.487 -0.186 -0.083 -0.269
Si 5.836 3.704 27.439 0.014 -0.332 -0.072
Si 9.688 4.073 27.618 0.062 -0.303 -0.337
Si 13.57 3.823 27.734 0.085 -0.37 0.001
Si -0.004 10.571 27.579 0.171 -0.456 -0.42
Si 3.92 10.504 27.592 0.051 -0.209 -0.442
Si 7.804 10.394 27.32 0.039 -0.784 -0.336
Si 11.654 10.139 27.501 -0.037 -0.213 -0.265
Si 0.074 3.524 28.953 -0.04 0.08 0.085
Si 3.888 3.388 28.766 0.054 -0.011 0.233
Si 7.758 3.506 28.835 -0.232 0.135 0.38
Si 11.553 3.679 28.964 0.326 0.251 0.188
Si 1.949 9.903 28.793 -0.127 0.092 0.442
Si 5.894 10.038 28.78 -0.035 0.039 0.266
Si 9.635 9.927 28.76 0.233 0.071 0.309
Si 13.578 9.966 28.863 -0.149 0.098 0.196
Si -0.019 1.206 29.297 0.111 -0.311 0.011
Si 3.844 1.118 29.294 -0.007 -0.334 -0.081
Si 7.747 1.248 29.462 -0.065 0.17 -0.203
Si 11.5 1.377 29.405 -0.07 -0.294 -0.268
Si 1.88 7.602 29.326 -0.022 0.084 -0.086
Si 5.786 7.776 29.49 0.092 -0.299 -0.473
Si 9.609 7.626 29.325 -0.013 -0.136 -0.05
Si 13.568 7.718 29.516 0.027 -0.239 -0.356
Si 1.917 0.587 30.581 -0.105 -0.022 -0.192
Si 5.778 0.584 30.566 -0.082 -0.057 -0.014
Si 9.659 0.627 30.668 0.056 0.016 0.067
Si 13.49 0.62 30.501 0.046 0.12 -0.018
Si 0.018 7.039 30.659 0.103 -0.066 0.077
Si 3.836 7.036 30.563 -0.183 -0.01 0.111
Si 7.72 7.066 30.641 0.124 -0.029 0
Si 11.569 7.075 30.593 -0.15 0.093 -0.029
Si 0.041 4.695 31.01 -0.054 -0.001 -0.067
Si 3.871 4.657 30.871 -0.003 -0.029 -0.207
Si 7.727 4.697 30.933 0.021 0.077 -0.119
Si 11.585 4.76 31.034 -0.026 -0.017 0.032
Si 1.942 11.063 30.928 0.057 0.031 -0.125
Si 5.838 11.085 30.938 0.06 0.001 0.044
Si 9.673 11.09 30.909 0.006 -0.069 -0.171
Si 13.53 11.121 30.938 0.016 -0.008 0.055
Si 1.975 4.087 32.206 0.003 0.032 0.021
Si 5.789 4.1 32.177 0.012 -0.065 -0.043
Si 9.645 4.098 32.223 0.002 0.036 -0.096
Si 13.544 4.108 32.211 -0.011 -0.084 -0.039
Si -0.002 10.516 32.204 0.053 -0.022 -0.16
Si 3.885 10.489 32.196 -0.081 -0.044 -0.171
Si 7.761 10.515 32.203 -0.031 -0.051 -0.056
Si 11.597 10.523 32.19 0.009 -0.047 -0.043
Si 1.929 1.752 32.651 -0.026 -0.02 -0.149
Si 5.778 1.762 32.625 0.027 0.057 -0.054
Si 9.656 1.767 32.707 -0.031 0.09 0.01
Si 13.524 1.76 32.602 -0.049 0.033 -0.051
Si 0.014 8.191 32.693 -0.08 0.095 0.019
Si 3.843 8.153 32.649 0.05 0.099 -0.02
Si 7.749 8.192 32.696 -0.066 0.063 -0.055
Si 11.585 8.198 32.659 0.062 0.112 -0.027
Si 0 2.332 3.917 0.105 -0.09 0.024
Si 3.867 2.332 3.917 -0.06 0.011 0.369
Si 7.734 2.332 3.917 -0.163 -0.066 -0.166
Si 11.602 2.332 3.917 0.065 -0.11 -0.052
Si 1.934 8.745 3.917 0.13 0.003 -0.026
Si 5.801 8.745 3.917 -0.073 -0.027 0.216
Si 9.668 8.745 3.917 -0.037 -0.18 -0.034
Si 13.535 8.745 3.917 -0.02 -0.032 0.121
Si 1.938 6.416 4.334 0.022 0.009 0.062
Si 5.781 6.415 4.334 0.003 0.035 0.036
Si 9.653 6.407 4.319 0.023 0.057 0.048
Si 13.561 6.411 4.316 -0.041 0.01 0.015
Si 0.032 12.817 4.334 -0.041 0.019 0.072
Si 3.882 12.815 4.345 -0.023 -0.023 0.093
Si 7.722 12.818 4.32 0.015 0.009 0.062
Si 11.612 12.812 4.325 0.022 0.026 0.117
Si 0.016 5.838 5.583 0.021 -0.045 0.07
Si 3.855 5.823 5.597 0.008 0.088 0.037
Si 7.712 5.856 5.579 -0.049 -0.055 0.022
Si 11.615 5.802 5.497 0.053 0.156 0.024
Si 1.958 12.245 5.622 0.032 -0.113 -0.026
Si 5.815 12.21 5.598 -0.034 -0.086 0.052
Si 9.654 12.181 5.509 -0.054 0.002 -0.028
Si 13.564 12.216 5.555 0.082 -0.086 -0.093
Si 0.032 3.515 5.967 -0.026 0.012 0.009
Si 3.84 3.486 6.042 0.056 -0.054 0.149
Si 7.678 3.527 5.934 0.046 -0.026 0.153
Si 11.624 3.473 5.979 -0.08 -0.008 0.198
Si 1.956 9.879 5.991 0.005 -0.003 0.171
Si 5.814 9.863 6.037 -0.057 0.008 0.09
Si 9.637 9.866 5.988 -0.008 -0.005 0.031
Si 13.53 9.881 6.013 0.139 0.101 0.088
Si 1.877 2.936 7.329 0.036 0.024 0.033
Si 5.813 2.876 7.256 -0.111 0.074 0.012
Si 9.604 2.875 7.097 -0.069 -0.029 -0.066
Si 13.608 2.907 7.202 0.007 -0.021 -0.021
Si 0.031 9.23 7.228 -0.067 0.007 -0.104
Si 3.862 9.341 7.329 -0.021 0.03 0.024
Si 7.751 9.246 7.309 0.002 -0.014 -0.025
Si 11.558 9.384 7.263 -0.022 0.2 0.123
Si -0.026 6.907 7.712 -0.033 -0.077 0.05
Si 3.844 6.934 7.709 -0.013 0.075 0.081
Si 7.738 6.883 7.728 -0.011 -0.022 0.095
Si 11.618 6.99 7.527 0.065 -0.047 0.077
Si 1.97 13.431 7.709 -0.065 0.046 -0.16
Si 5.816 13.381 7.668 0.335 0.022 -0.106
Si 9.636 13.394 7.499 -0.162 0.012 0
Si 13.637 13.4 7.584 0.078 -0.106 -0.117
Si 1.909 6.339 8.999 -0.038 0.164 -0.096
Si 5.765 6.255 8.96 0.01 0.008 0.114
Si 9.796 6.188 8.734 -0.016 -0.018 0.231
Si 13.421 6.287 8.873 0.035 0.144 0.054
Si 0.07 12.654 8.861 0.062 0.057 0.494
Si 3.916 13.024 8.991 0.097 0.505 0.462
Si 7.782 12.805 8.899 -0.039 0.412 0.121
Si 11.61 13.163 8.71 0.045 0.116 -0.183
Si -0.307 3.792 10.86 -0.294 0.265 0.088
Si 5.879 3.909 9.409 -0.173 -0.138 -0.104
Si 9.7 3.816 9.232 0.149 -0.172 0.036
Si 13.374 3.889 9.343 -0.118 -0.047 0.049
Si 0.166 10.333 9.299 -0.098 -0.184 -0.242
Si 3.778 10.642 9.414 0.273 -0.256 -0.293
Si 7.664 10.535 9.308 -0.044 -0.021 -0.201
Si 11.675 10.835 9.249 -0.28 -0.063 0.209
Si 1.642 4.038 9.486 0.284 0.007 0.071
Si 4.237 2.9 10.828 0.234 -0.117 0.086
Si 7.822 3.28 10.587 0.178 0.453 0.179
Si 11.547 2.435 9.963 0.044 0.129 -0.106
Si 2.03 9.78 10.725 0.094 0.265 0.43
Si 5.754 10.137 10.559 -0.178 0.018 0.484
Si 9.163 10.063 11.01 0.023 -0.138 0.078
Si 13.552 9.996 10.27 0.324 0.271 0.195
Si 0.134 0.981 11.949 0.053 -0.038 -0.05
Si 4.085 3.273 14.039 -0.169 -0.024 0.283
Si 8.024 1.038 11.095 -0.315 -0.535 -0.168
Si 11.083 1.241 11.921 0.07 0.348 -0.326
Si 2.334 7.425 11.111 -0.074 -0.295 0.089
Si 5.501 7.094 11.161 0.149 0.077 -0.568
Si 10.043 7.124 10.86 0.249 -0.153 -0.538
Si 13.132 7.739 10.762 -0.204 -0.595 0.091
O 11.597 7.405 11.325 -0.089 0.075 -0.089
O 3.887 6.934 11.549 -0.028 0.108 0.068
O 0.315 6.847 26.444 0.011 -0.015 -0.035
O 7.912 6.605 26.622 0.063 0.103 -0.057
O 9.504 0.018 25.921 -0.134 0.018 -0.095
O 1.817 0.199 26.836 -0.003 -0.073 -0.027
O 9.537 13.5 11.694 -0.032 -0.038 0.09
O 1.674 13.936 12.472 0.004 0.036 -0.121
O 4.185 12.994 12.783 0.03 0.055 -0.158
O 1.293 6.997 12.347 0.218 0.075 -0.083
O 7.821 3.949 12.138 -0.05 -0.033 -0.154
O 6.832 13.495 12.21 0.298 0.129 -0.064
O 14.663 12.92 12.954 0.054 -0.089 0.008
O 9.37 5.971 11.767 -0.166 -0.123 0.187
O 2.039 10.622 12.194 -0.079 -0.174 -0.476
O 5.788 11.13 11.863 0.021 0.116 -0.159
O -0.467 2.489 11.852 0.064 0.074 -0.058
O 15.061 5.029 11.952 0.047 -0.025 -0.042
O 8.834 10.582 12.543 -0.039 0.098 -0.207
O 3.289 1.884 14.496 0.083 0.035 -0.12
O 11.113 2.436 13.032 -0.083 -0.078 0.157
O 13.701 10.81 11.703 -0.003 -0.084 0.005
O 12.066 12.83 12.384 -0.124 -0.164 0.112
O 6.605 6.288 12.08 -0.087 -0.011 0.189
O 13.339 2.417 26.927 -0.045 0.052 -0.091
O 9.972 3.434 26.079 -0.069 -0.001 0.484
O 13.938 17.679 26.501 0.005 0.048 0.017
O 7.93 9.333 25.989 -0.091 0.22 0.56
O 5.507 7.456 25.566 0.051 0.081 0.016
O 6.857 0.183 25.483 0.202 -0.059 0.055
O 13.324 7.129 25.474 0.219 -0.052 0.077
O 4.254 9.8 26.087 -0.021 0.156 0.269
O 14.67 0.532 25.902 0.287 -0.112 0.157
O 4.238 0.479 25.892 -0.119 -0.021 0.004
O 2.867 7.653 26.295 0.032 -0.017 -0.16
O 1.547 2.951 26.067 0.075 0.028 0.496
O 10.697 6.628 26.338 -0.019 -0.079 -0.102
O 11.997 0.878 25.332 -0.167 -0.004 -0.026
O 5.834 4.949 26.35 0.051 0.004 0.064
O 0.008 9.821 26.064 -0.046 0.094 0.448
Si 1.086 9.295 18.19 0.101 -0.034 0.023
Si 8.528 1.672 22.518 -0.023 0.03 -0.292
Si 13.498 11.264 22.773 -0.008 -0.038 -0.056
Si 5.602 1.223 25.393 -0.183 0.107 -0.027
Si 0.607 0.046 23.3 -0.052 -0.029 -0.145
Si 8.035 7.137 14.893 -0.058 0.143 0.211
Si 11.861 4.666 16.365 -0.008 -0.063 0.026
Si 10.572 10.35 22.815 0.034 -0.003 -0.147
Si 12.519 0.42 16.316 -0.075 0.114 0.091
Si 7.815 11.483 22.439 0.083 0.005 -0.126
Si 3.217 8.921 20.33 -0.001 -0.006 0.051
Si 14.926 12.09 17.824 -0.058 -0.027 0.043
Si 0.21 10.136 24.485 0.012 0.01 -0.394
Si 12.689 11.418 19.933 -0.08 -0.02 0.046
Si -0.233 6.476 12.685 -0.126 -0.106 -0.059
Si 14.769 5.569 15.666 0.103 -0.228 0.182
Si 11.043 2.421 14.642 -0.066 -0.007 0.271
Si 2.813 0.634 13.539 -0.122 -0.003 0.266
Si 11.081 9.646 17.826 -0.078 0.029 0.002
Si 8.603 6.272 23.144 0.117 -0.001 -0.377
Si 5.185 10.875 15.142 -0.132 -0.096 0.214
Si 6.132 3.463 16.52 0.055 -0.074 0.065
Si 1.628 2.947 24.435 0.087 -0.055 -0.325
Si 8.816 1.716 16.509 -0.005 0.012 0.055
Si 2.3 8.194 15.433 0.033 0.09 0.083
Si 2.961 0.52 21.306 -0.031 0.017 0.045
Si 3.428 3.43 17.778 0.057 0.01 -0.05
Si 1.646 4.234 19.819 -0.039 -0.006 0.12
Si 11.265 1.273 20.985 -0.026 0.005 0.018
Si 5.155 11.316 20.757 0.025 0.048 -0.056
Si 13.372 11.914 12.822 -0.078 0.053 0.074
Si 0.953 5.329 22.699 -0.033 0.103 -0.2
Si 7.275 5.489 18.688 -0.029 -0.02 0.038
Si 15.207 6.478 18.695 -0.009 -0.094 0.061
Si 11.9 10.644 15.174 -0.232 -0.087 0.218
Si 8.312 9.264 24.409 0.032 -0.013 -0.478
Si 2.097 5.037 15.466 0.038 -0.2 0.067
Si 1.575 1.49 18.759 0.007 0.064 0.035
Si 2.268 8.046 23.161 -0.135 -0.053 -0.154
Si 9.131 9.989 14.037 0.16 0.012 0.332
Si 5.257 7.967 15.57 0.012 0.102 0.147
Si 9.8 6.795 17.518 0.021 0.022 -0.062
Si 4.108 8.302 25.465 -0.182 -0.051 -0.316
Si 2.381 10.651 13.783 0.048 0.061 0.398
Si 5.697 10.921 17.941 -0.087 0.002 -0.092
Si 4.365 2.741 22.982 -0.135 0.097 -0.223
Si 8.616 11.405 16.782 0.052 0.031 0.089
Si 11.186 7.484 22.398 -0.003 0.002 -0.258
Si 11.766 7.576 25.548 -0.342 0.146 -0.123
Si 13.685 5.74 21.404 0.009 0.081 0.056
Si 6.781 4.182 21.573 0.078 0.019 0.101
Si 12.656 3.119 23.017 -0.086 0.016 -0.295
Si 7.996 5.518 12.515 0.131 0.005 0.254
Si 13.451 1.601 25.534 0.196 0.145 -0.07
Si 9.878 3.703 24.477 0.013 0.131 -0.503
Si 11.229 2.41 18.2 -0.014 0.007 0.033
Si 5.723 12.446 12.794 0.005 -0.253 0.091
Si 5.222 7.809 18.538 -0.077 0.083 -0.065
O 2.997 4.625 16.757 -0.005 0.066 -0.077
O 13.294 4.899 15.646 0.06 0.054 -0.008
O 1.812 6.645 15.401 -0.06 0.047 -0.035
O 0.207 10.615 17.711 -0.005 0.028 -0.034
O 2.458 2.135 17.544 -0.004 -0.032 -0.015
O 9.373 11.133 21.993 -0.018 -0.016 0.074
O 4.833 7.376 17.027 0.011 -0.004 -0.022
O 0.717 4.152 23.798 -0.027 -0.07 0.187
O 12.387 1.632 15.212 0.044 -0.037 -0.019
O 13.877 12.042 19.047 0.04 0.037 -0.005
O 7.591 2.772 21.758 0.028 -0.021 0.021
O 7.762 0.254 22.825 -0.003 -0.013 0.14
O 12.09 9.659 16.496 0.049 0 -0.08
O 5.594 9.38 18.441 0.035 -0.037 0.043
O 13.453 10.763 21.22 0.037 -0.008 -0.022
O 10.756 9.951 14.246 0.009 0.016 -0.073
O 11.47 12.091 15.818 0.016 -0.044 -0.084
O 6.406 7.011 14.976 0.07 -0.041 -0.084
O 10.499 8.142 18.155 0.009 -0.021 0.026
O 12.464 6.777 21.692 -0.013 -0.004 0.003
O 3.191 3.272 24.004 -0.008 0.021 0.125
O 3.486 1.956 21.854 0.064 0.004 0.064
O 2.172 9.725 19.348 -0.025 0.027 -0.024
O 1.918 6.464 23.346 0.061 0.043 0.108
O 6.908 4.513 19.963 0.026 0.009 -0.105
O 11.342 3.781 23.738 -0.059 0.018 0.175
O 11.698 12.618 20.452 0.008 -0.022 -0.038
O 1.616 9.374 14.493 -0.028 -0.011 -0.088
O 11.285 2.397 19.808 -0.009 0.054 -0.051
O 11.877 11.307 23.177 0.032 0.013 0.043
O 1.642 4.632 21.389 0.012 -0.042 0.005
O 2.957 4.475 14.183 -0.003 0.039 -0.12
O 5.274 3.887 22.205 -0.055 -0.06 0.043
O 4.396 9.883 20.905 -0.021 -0.009 0.021
O 11.878 10.259 19.113 0.047 -0.004 -0.012
O 14.778 6.345 17.118 -0.017 0.046 -0.06
O 14.467 12.632 22.877 -0.002 0.001 0.116
O 8.745 7.218 16.348 -0.068 -0.001 -0.125
O 9.05 2.432 23.864 0.012 -0.028 0.19
O 1.007 1.509 23.927 0.015 0.034 0.098
O 8.518 8.482 14.106 -0.039 -0.072 -0.161
O 11.336 7.523 24 0.077 0.025 0.356
O 9.858 9.798 24.188 -0.067 0.016 0.235
O 0.945 11.596 24.28 0.057 0.01 0.133
O 1.597 -0.063 21.999 -0.023 -0.003 0.063
O 3.695 8.365 23.882 0.205 0 0.323
O 9.685 2.521 17.647 0.01 0.024 0.052
O 6.062 12.01 14.358 0.016 0.081 -0.22
O 9.144 5.151 24.217 -0.043 -0.046 0.142
O 13.265 4.229 21.945 0.003 -0.056 0.072
O 6.802 4.792 17.255 -0.024 0.005 -0.011
O 3.191 4.019 19.295 -0.025 0.007 -0.039
O 16.016 4.472 15.594 -0.008 0.103 -0.066
O 3.819 8.012 14.836 -0.056 -0.031 -0.082
O 8.144 7.715 23.821 -0.079 0.07 0.204
O 5.23 11.828 19.202 0.007 -0.025 0.006
O 6.47 6.884 18.993 0.054 -0.019 0.011
O 14.058 5.994 19.802 0.024 0.028 -0.099
O 0.989 5.458 18.96 0.007 0.037 -0.039
O 5.948 9.453 15.45 -0.039 0.052 -0.05
O 10.983 3.941 15.202 -0.012 0.048 -0.031
O 9.797 10.599 17.543 -0.067 -0.002 -0.008
O 16.354 2.776 19.564 0.005 -0.014 -0.011
O 5.379 3.598 15.037 -0.014 0.026 -0.078
O 7.239 11.08 17.544 0.105 0.015 0.024
O 2.364 8.331 21.57 0 0.012 0.003
O 0.515 0.455 18.121 -0.009 0.009 -0.034
O 2.591 0.673 19.735 0.015 -0.037 -0.022
O 8.757 13.001 16.965 -0.006 -0.02 0.008
O 11.056 5.983 16.866 0.005 -0.011 0.024
O 7.386 5.509 22.35 -0.013 -0.002 0.035
O 14.017 -0.238 16.525 0.047 -0.012 -0.022
O 11.052 9.049 21.92 -0.03 0.049 0.064
O 7.327 2.36 16.361 -0.013 0.026 -0.008
O 14.225 10.15 23.719 0.016 0.001 0.137
O 13.158 11.03 14.202 0.103 0.097 -0.196
O 2.004 8.731 16.949 -0.028 0.008 -0.055
O 3.94 7.67 19.54 0.021 -0.001 0.024
O 12.073 3.694 17.664 -0.011 0.019 -0.006
O 8.885 5.903 18.568 0.002 -0.046 0.051
O 8.544 10.953 15.214 0.003 -0.062 -0.211
O 8.378 5.762 14.092 -0.112 -0.086 -0.275
O 13.664 2.561 24.204 0.034 -0.14 0.274
O 15.034 6.084 22.267 0.024 -0.029 0.068
O 9.812 6.64 22.075 -0.036 -0.032 0.112
O 0.159 8.073 18.819 -0.033 0.013 -0.016
O 11.943 1.02 17.717 0.058 -0.069 -0.092
O 12.275 1.795 22.142 0.042 0.014 0.109
O 6.696 11.247 21.279 -0.047 -0.016 0.022
O 7.403 10.386 23.603 0.012 -0.029 0.185
O 5.362 1.783 23.869 0.177 -0.129 0.247
O 4.229 -0.462 21.576 -0.006 -0.006 0.015
O 14.873 6.455 14.283 0.042 0.043 -0.23
O 1.106 8.973 23.805 -0.045 -0.043 0.136
O 4.971 2.97 17.563 -0.014 0.001 -0.014
O 3.958 10.508 14.15 0.044 -0.038 -0.141
O 9.75 1.244 21.542 0.013 -0.016 0.045
O 2.097 -0.634 14.33 -0.036 -0.08 -0.076
O 4.756 11.363 16.656 0.07 -0.031 -0.08
O 9.629 1.734 15.091 0.028 0 -0.1
O 7.857 13.418 27.944 -0.07 -0.186 -0.014
O 0.095 0.397 10.434 0.021 -0.006 -0.223
O 13.655 6.845 28.095 -0.112 -0.015 0.153
O 4.541 15.912 12.468 0.065 -0.03 -0.374
O 2.806 3.64 10.611 -0.232 0.045 -0.194
O 2.361 5.241 26.995 -0.035 0.029 -0.12
O 11.729 11.464 26.541 0.005 -0.103 0.155
O 4.121 1.324 10.283 -0.116 -0.306 -0.392
O 14.153 7.495 12.031 -0.073 0.178 -0.155
O -4.35 0.738 27.913 0.015 0.056 0.029
O -4.803 10.518 10.562 0.222 0.179 -0.348
O 5.943 2.415 26.433 -0.027 0.034 0.024
O 9.099 8.431 11.047 0.097 0.011 0.135
O 5.714 6.815 28.121 -0.042 0.089 0.188
O 11.728 -3.848 26.343 -0.026 0.06 0.121
O 5.894 8.671 11.316 -0.198 0.018 -0.247

Results
free energy: -257821.920 eV
free energy less fixed offsets of O -568.88, Si -635.61 eV per atom: -4.380 eV

The program warned: the cutoff lies below the one the program advises for these potential files; the forces do not sum to zero within the program's tolerance; the exchange-correlation potential is rough where the density is thin.
